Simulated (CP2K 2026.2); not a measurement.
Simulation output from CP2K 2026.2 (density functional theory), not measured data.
Periodic cell of 432 atoms, Si324O108, from a study of silicon, its oxide and their interface. The atomic structure is a simulated model.
Doubt: the forces sum to 1.83 eV/angstrom along one axis rather than to zero, so they err by at least 0.0042 eV/angstrom per atom on average; the grid cutoff is modest.

Settings: functional PBE; method Gaussian and plane waves; basis set DZVP-MOLOPT-SR-GTH; pseudopotentials GTH-PBE; grid cutoff 350 Ry, relative cutoff 50 Ry; k points Gamma only; occupations fixed; spin none; net charge 0.

Cell vectors (angstrom)
a	16.32	0	0
b	0	16.32	0
c	2.8596	0.0674	29.4502

Atoms and the computed forces on them: element, x, y, z (angstrom), force x, y, z (eV/angstrom)
Si	1.0292	15.0533	0.0591	0.2182	-0.0426	0.6795
Si	3.8799	1.4236	0.0062	0.2884	-0.1538	0.7083
Si	4.634	3.8599	29.3577	-0.3265	0.1977	0.7461
Si	7.212	6.68	29.4475	-0.1922	0.2005	0.7918
Si	1.1144	9.7245	0.1904	0.1349	0.0013	0.7794
Si	4.4235	12.0633	0.0599	-0.2241	-0.0225	0.716
Si	7.0799	14.6483	0.0899	-0.0755	0.2372	0.744
Si	9.8197	1.2033	0.2132	-0.2275	0.0174	0.7108
Si	6.5595	4.4009	0.1385	0.0501	-0.2061	0.7515
Si	9.6714	6.6087	0.1841	-0.1625	0.0833	0.7257
Si	9.4563	9.8476	29.3697	0.179	-0.1485	0.7604
Si	9.392	12.5788	0.1237	0.0216	-0.2567	0.7791
Si	11.9421	15.2386	0.0944	0.2334	-0.0993	0.7406
Si	15.2655	1.0802	0.0241	-0.0938	0.0665	0.7004
Si	11.8247	4.3241	0.107	0.2471	-0.0463	0.7131
Si	17.4582	7.175	29.4404	0.1815	-0.2137	0.7271
Si	12.3174	9.2729	0.1263	-0.0571	0.2378	0.7122
Si	15.2338	11.9544	0.0457	-0.2708	0.1071	0.7095
Si	2.6924	16.2126	1.3052	-0.0328	-0.0123	-0.021
Si	5.4219	2.6933	1.3016	0.0041	-0.0478	-0.0425
Si	2.7606	5.4333	1.2821	0.0082	-0.0015	-0.0555
Si	5.4641	8.2175	1.3099	0.0318	0.0134	-0.0352
Si	2.7586	10.9282	1.3435	0.0379	0.0299	-0.026
Si	5.539	13.5446	1.4575	0.0097	0.0056	-0.0358
Si	8.1766	16.3103	1.3639	-0.0365	-0.0076	-0.0459
Si	10.8853	2.7543	1.551	0.0082	-0.0027	-0.0247
Si	8.1101	5.4805	1.4993	0.0168	-0.0097	-0.0161
Si	10.8635	8.1127	1.5003	-0.0165	-0.0188	-0.0155
Si	8.2073	10.8834	1.2767	-0.0182	0.0265	-0.055
Si	10.865	13.7101	1.5038	0.0145	0.0017	-0.0649
Si	13.6246	0.0045	1.341	-0.0235	0.0087	-0.0626
Si	16.4097	2.7203	1.2384	0.0313	0.0181	-0.0617
Si	13.5492	5.4374	1.2868	-0.0069	0.014	-0.0703
Si	16.2209	8.145	1.3791	-0.01	-0.0102	-0.0359
Si	13.5545	10.8825	1.3199	0.009	0.0001	-0.0582
Si	16.2477	13.5549	1.442	-0.0172	-0.0097	-0.0233
Si	1.3842	1.3347	2.6772	0.0085	0.0044	0.0348
Si	4.0851	4.0687	2.7006	-0.0049	0.0277	0.0247
Si	1.3369	6.7631	2.6383	0.0307	0.0291	0.0053
Si	4.0662	9.5145	2.702	-0.0094	-0.0071	0.003
Si	1.4033	12.2671	2.7409	-0.0003	-0.0153	0.0046
Si	4.0927	14.9273	2.6989	0.0034	0.0021	-0.0214
Si	6.7912	1.3608	2.6824	0.0112	0.0075	0.0044
Si	9.4499	4.0746	2.8353	-0.0147	-0.0028	0.0202
Si	6.7877	6.9014	2.7748	-0.0304	0.0128	0.0186
Si	9.5012	9.545	2.7298	-0.0211	0.0111	0.0009
Si	6.8795	12.1774	2.7784	0.0337	-0.0154	0.0331
Si	9.4993	15.0293	2.8412	-0.0078	0.0075	0.0352
Si	12.3269	1.3842	2.7758	-0.0003	-0.0261	0.0264
Si	14.9866	4.0717	2.5955	-0.0129	-0.0127	-0.0097
Si	12.2502	6.7436	2.7889	0.0166	-0.0157	0.0526
Si	14.8966	9.5256	2.7494	-0.0198	0.015	0.0308
Si	12.2454	12.2594	2.7211	0.0092	-0.0232	-0.0033
Si	14.8883	14.9291	2.759	0.0015	0.0106	0.0323
Si	16.3148	16.3128	4.0504	0.003	0.0183	-0.0297
Si	2.7234	2.706	4.0609	0.0008	-0.0194	-0.0285
Si	16.3172	5.4148	4.0184	-0.0211	-0.0089	-0.0017
Si	2.6914	8.1339	4.0293	0.0081	0.0159	-0.0142
Si	16.3264	10.8794	4.0634	-0.0263	-0.0073	-0.032
Si	2.7433	13.6118	4.1048	-0.0068	-0.0258	0.0035
Si	5.4331	16.3199	4.0492	0.0094	0.0013	-0.0035
Si	8.1058	2.6891	4.1289	0.0081	-0.003	0.0066
Si	5.4246	5.4619	4.0671	0.0157	-0.0283	-0.0249
Si	8.161	8.213	4.1322	-0.0043	-0.0148	-0.0001
Si	5.4459	10.849	4.092	0.0153	0.0052	-0.0308
Si	8.1761	13.5935	4.1449	-0.0141	-0.0076	-0.0239
Si	10.9123	0.0496	4.1355	-0.0093	0.0116	-0.0255
Si	13.6779	2.7529	4.0804	0.0045	0.0067	-0.004
Si	10.8645	5.4217	4.1435	0.0249	0.0209	-0.0166
Si	13.5839	8.1473	4.1239	-0.0093	0.0053	-0.0138
Si	10.8781	10.8966	4.0781	0.0053	0.0013	-0.0123
Si	13.572	13.5828	4.1341	0	0.0295	0.006
Si	17.7241	15.0042	16.2842	0.0181	-0.0129	0.0193
Si	4.1376	1.3845	16.3274	0.003	0	-0.0012
Si	17.659	4.1067	16.3727	0.0066	0.0191	0.0476
Si	4.041	6.8383	16.3115	0.0027	0.0154	-0.0083
Si	17.7053	9.5343	16.298	0.0181	-0.0126	0.0334
Si	4.1128	12.2297	16.2877	-0.0309	0.022	-0.0061
Si	6.7622	14.9253	16.2968	0.0071	0.014	0.0023
Si	9.5157	1.3656	16.2748	0.0135	0.0032	0.0166
Si	6.8254	4.0951	16.3527	-0.0018	-0.0296	-0.0102
Si	9.5093	6.7809	16.3395	0.0081	0.0004	-0.0013
Si	6.7465	9.5607	16.3722	-0.0287	0.0024	0.0333
Si	9.529	12.2293	16.3411	-0.0153	-0.0214	0.0522
Si	12.3196	14.9679	16.3097	-0.0053	0.0274	-0.0019
Si	14.9694	1.3073	16.3449	-0.0171	0.0015	0.0088
Si	12.2373	4.0796	16.2957	0.0064	-0.0197	0.0137
Si	14.9329	6.7752	16.2244	-0.0388	-0.0041	-0.0135
Si	12.1657	9.464	16.2696	0.008	-0.0238	-0.0059
Si	14.9511	12.2209	16.2831	0.0059	0.0041	0.0435
Si	2.8075	16.3297	17.6713	-0.0085	-0.0084	-0.0539
Si	5.479	2.7469	17.7276	-0.0062	-0.0179	-0.0114
Si	2.6571	5.5675	17.717	-0.0008	0.0044	-0.0369
Si	5.3307	8.2051	17.7202	0.0039	0.0295	-0.0399
Si	2.7682	10.9001	17.6614	0.0063	-0.0057	-0.0188
Si	5.4566	13.5354	17.7019	0.0307	-0.0191	0.0069
Si	8.0946	16.3442	17.5801	-0.0295	0.0224	-0.0033
Si	10.9214	2.6674	17.6375	0.0029	0.0105	-0.0086
Si	8.1971	5.4205	17.7372	0.003	-0.0075	0.0057
Si	10.825	8.1513	17.7179	-0.0044	0.0302	0.0077
Si	8.1087	10.934	17.7406	0.0083	-0.0012	-0.0439
Si	11.0049	13.5666	17.6243	0.0015	-0.0206	-0.0136
Si	13.6669	16.2549	17.7803	0.0284	-0.0151	0.01
Si	16.3133	2.6697	17.6955	0.0092	0.0024	-0.0055
Si	13.5758	5.4825	17.633	-0.006	0.0192	0.0058
Si	16.3007	8.117	17.542	0.0175	-0.0325	-0.0579
Si	13.5424	10.8028	17.5719	-0.0098	0.03	-0.0679
Si	16.3397	13.63	17.5757	-0.0084	-0.0277	-0.0476
Si	17.789	1.3633	19.0367	-0.0015	0.0306	0.0132
Si	4.0903	4.1962	18.976	0.0242	0.0094	0.0305
Si	17.5312	6.9168	19.1107	0.002	-0.0581	0.013
Si	3.9506	9.5408	19.1805	0.0498	-0.069	0.0359
Si	17.7104	12.3085	18.9091	0.0098	0.0319	0.0515
Si	4.1163	14.8899	19.0314	-0.0688	0.0388	0.0894
Si	6.823	1.3378	19.1014	0.0063	-0.0094	0.0441
Si	9.5845	3.9875	19.0484	-0.0095	0.0059	0.0295
Si	6.819	6.8851	18.9771	0.0205	0.0518	0.0462
Si	9.4686	9.543	19.074	0.008	0.0164	0.0259
Si	6.7561	12.2669	19.2131	0.0267	-0.006	0.0375
Si	9.5404	14.9783	18.7708	0.0188	-0.006	-0.0156
Si	12.27	1.3365	19.0748	0.0181	-0.0281	0.048
Si	14.892	4.0768	18.9651	0.001	-0.026	-0.0035
Si	12.2139	6.8051	19.0605	0.0202	-0.0256	0.0716
Si	14.931	9.4308	18.8435	-0.0501	0.0277	0.0919
Si	12.3248	12.1477	19.0313	-0.0739	0.0015	0.0361
Si	15.0764	14.849	19.1221	-0.0486	0.0843	0.0641
Si	16.7265	16.061	20.3354	-0.2066	0.0563	-0.7083
Si	2.5027	3.0987	20.269	0.3136	-0.4116	-0.7081
Si	16.4175	5.1952	20.3156	-0.3024	0.4088	-0.6465
Si	2.0687	8.6786	20.4547	0.2433	-0.117	-0.7639
Si	16.2527	10.908	20.0318	0.0362	0.0494	-0.5121
Si	2.5214	13.7826	20.3676	0.1166	-0.1575	-0.7146
Si	5.4074	16.2738	20.4052	0.187	-0.023	-0.7732
Si	8.5439	2.3477	20.3859	-0.2529	0.1487	-0.8023
Si	5.3933	5.6445	20.2816	-0.0582	-0.1483	-0.6682
Si	7.8798	8.4233	20.4064	0.1819	-0.0617	-0.7068
Si	5.5912	10.6101	20.5142	-0.124	0.2122	-0.7606
Si	8.4882	13.5531	20.2451	-0.4933	0.0986	-0.6793
Si	10.6645	0.0652	20.2172	0.2282	-0.0362	-0.6794
Si	13.3864	2.9704	20.3688	0.0988	-0.18	-0.6825
Si	11.1381	5.145	20.3616	-0.0672	0.1507	-0.7592
Si	13.61	8.2005	20.349	-0.0238	-0.1148	-0.7379
Si	10.596	11.1823	20.3188	0.3701	-0.3608	-0.729
Si	14.053	13.059	20.3519	-0.0455	0.1744	-0.6986
Si	5.9917	13.2993	24.6407	-0.1048	-0.0549	-0.0658
Si	13.5376	16.1192	24.6518	0.107	0.0109	-0.1111
Si	5.0018	4.0219	26.4037	-0.0665	-0.0176	0.0916
Si	7.7149	3.8903	25.1602	-0.0522	0.02	-0.059
Si	3.625	7.0822	22.4289	-0.0452	-0.0062	-0.1195
Si	10.0746	5.9302	25.2666	0.0951	-0.0085	-0.0483
Si	4.2548	8.7354	24.8839	0.0292	0.0017	0.07
Si	14.0346	11.2024	27.418	0.0424	-0.0375	0.1657
Si	11.5808	2.0422	24.8384	0.0078	-0.0456	-0.0448
Si	8.7068	0.2841	27.4977	-0.0782	0.0041	-0.0303
Si	12.9056	4.6	24.5471	0.1014	0.0322	-0.0576
Si	15.8586	8.426	24.7398	-0.0104	0.0103	-0.1047
Si	6.7456	3.6972	22.3873	-0.0326	-0.0316	-0.1196
Si	10.9387	8.0514	27.2249	0.0152	0.1207	0.1357
Si	5.7223	8.4502	27.3682	0.1435	0.0115	0.0311
Si	15.272	3.9942	26.5969	-0.034	0.0063	0.0239
Si	10.809	2.5868	27.694	0.077	-0.0376	0.1101
Si	12.9358	9.5562	25.2675	-0.0262	-0.0539	0.0037
Si	4.1581	1.8842	22.348	0.074	0.0333	-0.1012
Si	15.5858	15.0314	26.6176	0.0235	-0.0199	0.081
Si	9.8559	7.0784	22.4348	-0.0427	0.0614	-0.1989
Si	3.8154	12.0337	22.7318	0.0394	0.0108	-0.0584
Si	8.809	0.9699	24.5363	0.0361	-0.1071	0.0105
Si	12.6577	15.0562	22.0677	-0.0664	-0.0571	-0.0818
Si	18.1148	10.4007	24.5766	0.0484	0.0729	-0.0371
Si	14.6855	0.9041	22.1585	0.0073	0.0907	0.0142
Si	7.4376	15.2001	22.6114	0.0714	0.0406	-0.1705
Si	11.8284	9.5513	22.3546	-0.0834	-0.0484	-0.0392
Si	17.0329	1.5441	26.6467	-0.026	0.084	0.0874
Si	14.865	6.3225	22.6619	-0.0529	-0.0134	-0.0497
Si	16.8866	12.4458	26.6682	0.0046	-0.0826	0.031
Si	17.2723	6.4789	26.5159	0.0082	-0.096	0.1416
Si	3.0135	5.1078	24.5846	0.0066	-0.0674	-0.0035
Si	5.8809	10.8971	25.9538	0.0432	-0.0033	0.1494
Si	5.3786	13.3082	27.3865	-0.0596	-0.0367	0.0894
Si	3.1584	2.1873	25.035	0.1019	0.1143	0.0099
Si	1.3609	14.971	5.4331	0.0101	0.0204	-0.0045
Si	4.0835	1.3577	5.4266	0.011	0.0069	-0.0038
Si	1.3513	4.066	5.4077	-0.0133	0.0094	-0.0076
Si	4.0495	6.7974	5.4236	-0.0054	0.0013	-0.0133
Si	1.3535	9.5025	5.4149	0.0029	0.0046	-0.0074
Si	4.0936	12.2313	5.4435	-0.0005	-0.0055	-0.0002
Si	6.7804	14.9613	5.4449	0.0037	0.0175	-0.0077
Si	9.517	1.3746	5.4793	0.0115	-0.0017	0.0029
Si	6.7678	4.0936	5.4481	0.0031	0.0094	-0.0018
Si	9.5161	6.818	5.4672	-0.0065	-0.0072	0.0025
Si	6.7864	9.5271	5.4908	0.0022	0.0117	0.0054
Si	9.5423	12.2426	5.4788	0.0056	-0.0049	0.0031
Si	12.2308	14.963	5.4802	-0.0005	-0.0111	0.0029
Si	14.9937	1.3622	5.4398	-0.0087	-0.0085	0.0033
Si	12.2649	4.0684	5.4538	-0.0102	-0.0099	-0.0042
Si	14.9785	6.7803	5.4254	0.0093	-0.0094	-0.0105
Si	12.2208	9.5211	5.453	-0.0056	0.0016	-0.0076
Si	14.9741	12.2313	5.4483	0.0032	-0.0154	-0.0117
Si	2.7233	16.3261	6.7938	-0.0136	0.0077	0.0034
Si	5.4249	2.7216	6.8034	-0.0032	0.0058	-0.0005
Si	2.7007	5.432	6.7818	0.0036	-0.0029	-0.0008
Si	5.4153	8.1446	6.8038	0.0076	-0.0044	0.0002
Si	2.7156	10.8667	6.7825	0.0053	-0.0056	-0.008
Si	5.4349	13.6013	6.8108	-0.0005	-0.0035	0.0021
Si	8.1532	16.3132	6.8116	0.0126	-0.0006	-0.0071
Si	10.8912	2.7262	6.8218	-0.0018	-0.0046	0.0065
Si	8.1487	5.4416	6.8037	0.0051	-0.0025	-0.004
Si	10.8731	8.1692	6.8255	-0.0066	0.0097	0.0004
Si	8.1609	10.8907	6.8251	-0.0058	0.0036	0.0022
Si	10.8855	13.6019	6.8416	-0.0036	0.0085	-0.0005
Si	13.6159	16.3285	6.8007	-0.0082	0.0002	-0.0081
Si	16.3358	2.7206	6.8019	0.0123	-0.0102	0.0087
Si	13.6134	5.4401	6.8044	-0.0024	0.007	-0.0037
Si	16.3254	8.1465	6.7903	0.0015	-0.0041	0.0045
Si	13.6026	10.8734	6.8018	0.0041	0	-0.0035
Si	16.3292	13.6022	6.7975	-0.0088	-0.0005	-0.003
Si	1.372	1.3641	8.1614	0.0057	0.0087	0.0089
Si	4.0631	4.0808	8.1533	0.0004	-0.01	0.0039
Si	1.3596	6.794	8.1558	-0.0047	0.0004	0.0056
Si	4.0679	9.5158	8.1577	-0.0052	0.0011	0.0057
Si	1.3651	12.234	8.1515	-0.0003	0.0051	0.0007
Si	4.0771	14.9663	8.16	-0.001	-0.0075	-0.0011
Si	6.7972	1.3672	8.1624	0.0012	0.0089	-0.0046
Si	9.5181	4.0877	8.1652	0.0155	0.0177	-0.0032
Si	6.7834	6.7931	8.1616	-0.0057	-0.0085	0.0006
Si	9.513	9.5243	8.1785	0.0002	-0.0084	0.005
Si	6.799	12.2505	8.1738	0.0161	0.0103	0.0054
Si	9.5123	14.9601	8.1803	-0.007	-0.019	0.0072
Si	12.2484	1.3543	8.1676	-0.0079	-0.0136	-0.0021
Si	14.9688	4.0755	8.16	-0.0038	-0.0059	0.0018
Si	12.2439	6.7994	8.163	0.0021	0.0063	-0.0037
Si	14.9592	9.5046	8.1543	-0.0053	0.0015	-0.0026
Si	12.2547	12.2349	8.1741	-0.0021	0.0077	0.0061
Si	14.9689	14.9606	8.157	0.0052	0.0109	-0.0009
Si	16.3277	16.3202	9.5118	-0.0061	-0.0109	-0.005
Si	2.7219	2.7234	9.5254	-0.0061	0.0016	0.0052
Si	16.3233	5.4376	9.5193	0.0043	0.0086	0.0045
Si	2.7154	8.1548	9.5202	0.0031	-0.0066	-0.0013
Si	16.3188	10.8733	9.5086	-0.0062	-0.0039	-0.0021
Si	2.7231	13.6009	9.5132	0.0106	0.0145	0.006
Si	5.4404	16.3259	9.5227	0.0012	-0.0007	0.0027
Si	8.1588	2.7247	9.5265	0.0101	-0.0079	0.0023
Si	5.4285	5.4317	9.5188	0.0008	-0.0008	-0.0023
Si	8.145	8.1572	9.5157	0.0045	0.0102	0.0003
Si	5.4325	10.8778	9.513	-0.0014	-0.005	-0.0049
Si	8.1576	13.6012	9.5384	-0.0056	0.0061	0.0055
Si	10.8831	16.3197	9.5274	0.0078	0.0059	0.0019
Si	13.6082	2.7164	9.5192	-0.0054	0.004	0.005
Si	10.8781	5.4428	9.5223	-0.0106	-0.0035	0.0052
Si	13.5978	8.155	9.5263	-0.0021	-0.0076	0.0088
Si	10.8838	10.8794	9.5273	-0.0017	0.0052	-0.0021
Si	13.6105	13.6036	9.5232	0.0039	-0.006	-0.0043
Si	1.3683	14.9664	10.8719	-0.0142	0.0023	-0.0001
Si	4.0841	1.3676	10.885	-0.0038	0.0124	-0.0009
Si	1.3657	4.0852	10.8826	-0.0022	-0.0104	-0.0016
Si	4.078	6.7964	10.8794	0.0071	-0.0028	0.0038
Si	1.3542	9.5163	10.8756	0.0015	0.0034	0.0057
Si	4.0848	12.2456	10.8732	-0.0084	-0.001	0.0007
Si	6.8035	14.9709	10.8875	0.0071	-0.0101	0.001
Si	9.5246	1.3638	10.8841	0.0019	-0.0056	-0.0048
Si	6.791	4.0815	10.8876	-0.0059	0.0103	-0.0048
Si	9.505	6.8002	10.8728	-0.0029	0.0111	-0.0079
Si	6.789	9.5167	10.8731	0.0029	-0.0044	-0.0029
Si	9.5213	12.234	10.8852	0.0123	0.0002	-0.001
Si	12.2447	14.9571	10.8835	-0.0093	-0.004	0.002
Si	14.9698	1.355	10.875	0.0094	-0.0058	-0.0056
Si	12.2392	4.0723	10.8722	0.005	-0.0025	-0.003
Si	14.9562	6.7884	10.8793	0.005	-0.003	0.0016
Si	12.2335	9.5148	10.8871	-0.0058	0.0079	0.0035
Si	14.9658	12.2362	10.8754	-0.0019	0.0094	0.004
Si	2.7165	16.3348	12.2392	0.0077	-0.018	0.0003
Si	5.4374	2.7239	12.2559	-0.0027	-0.0166	0.0055
Si	2.7266	5.4405	12.2473	-0.0068	0.0009	-0.0017
Si	5.4401	8.1539	12.2368	-0.0043	0.0065	-0.0042
Si	2.7199	10.8859	12.2239	0.0012	0.002	-0.0036
Si	5.4474	13.6038	12.2366	0.0088	0.0173	-0.0033
Si	8.1721	16.3236	12.2487	0.0055	0.012	0.002
Si	10.8836	2.7219	12.2436	0.0038	0.0023	-0.0021
Si	8.1441	5.4544	12.2434	0.0144	-0.0038	0.0008
Si	10.8549	8.1563	12.2357	-0.0044	-0.0186	0.0018
Si	8.1518	10.8704	12.2301	-0.0057	-0.0023	-0.0062
Si	10.8817	13.5943	12.2394	-0.0091	-0.0062	0
Si	13.608	16.3206	12.2366	0.0016	-0.0014	0.001
Si	16.3318	2.7142	12.2299	0.0006	0.0115	-0.0008
Si	13.5995	5.4184	12.2349	-0.0188	0.0046	0.0025
Si	16.3122	8.1527	12.2331	-0.0085	0.0006	0.0005
Si	13.5947	10.8834	12.2358	0.0134	0.0017	0.0051
Si	16.3372	13.597	12.2232	0.0045	-0.0002	-0.0069
Si	1.3794	1.3912	13.6132	-0.0191	0.0009	0.0036
Si	4.0849	4.0908	13.6251	0.0082	0.0003	0.0043
Si	1.3533	6.7963	13.5926	-0.0013	-0.004	0.0062
Si	4.0842	9.5291	13.5719	-0.0002	-0.0018	-0.0113
Si	1.3712	12.2445	13.5935	0.0015	0.0079	0.01
Si	4.0787	14.9667	13.5795	-0.0055	0.0088	-0.0038
Si	6.8086	1.3629	13.6035	0.0137	-0.0082	0.0004
Si	9.5143	4.0948	13.5836	-0.0031	-0.0044	-0.0086
Si	6.7869	6.8063	13.6257	-0.0055	0.0103	0.0016
Si	9.4758	9.4954	13.6037	0.0045	0.0186	0.0075
Si	6.818	12.2462	13.5905	0.0053	-0.0071	0.0032
Si	9.5354	14.9562	13.6056	0.0004	0.0008	0.0015
Si	12.2475	1.3573	13.6016	-0.016	0.0136	0.008
Si	14.958	4.044	13.5891	0.0115	-0.0029	-0.0056
Si	12.2207	6.7828	13.5673	0.0101	-0.0067	-0.0056
Si	14.9537	9.5191	13.587	-0.002	-0.0043	0.0053
Si	12.2276	12.2314	13.6033	-0.0068	0.003	0.0081
Si	14.9862	14.9591	13.5752	0.01	-0.0113	0.0025
Si	16.337	16.3304	14.9378	0.0037	0.0071	0.0001
Si	2.7307	2.751	15.0079	-0.0133	-0.0006	0.0177
Si	16.316	5.405	14.9312	0.0248	-0.0081	-0.0055
Si	2.7189	8.1801	14.9213	-0.0048	0.0109	0.0079
Si	16.3267	10.8756	14.9406	0.0111	0.0041	-0.0177
Si	2.7419	13.607	14.9506	-0.0133	-0.0138	-0.0053
Si	5.4366	16.3158	14.9424	0.0075	0.0045	0.0012
Si	8.1629	2.7455	14.9469	-0.006	0.0139	0.0128
Si	5.4352	5.4515	15.0003	-0.0177	-0.0209	0.0173
Si	8.1186	8.1641	15.0172	0.0047	0.0037	0.0356
Si	5.453	10.8813	14.9273	0.0064	-0.0014	-0.0056
Si	8.1778	13.5962	14.9676	0.0126	-0.011	-0.0024
Si	10.9035	16.3093	14.9657	0.0036	-0.0234	-0.0075
Si	13.6123	2.6939	14.9783	0.0169	-0.0026	0.0141
Si	10.8704	5.4418	14.9512	-0.0066	0.0073	-0.0016
Si	13.5662	8.1488	14.9109	-0.015	-0.0023	-0.0136
Si	10.834	10.8592	14.9396	-0.0007	0.0167	-0.0001
Si	13.6255	13.5986	14.9229	-0.0147	-0.0047	0.005
O	14.6028	0.6534	23.7527	0.5777	0.2389	0.2033
O	13.6026	5.5485	29.1323	0.148	-0.0391	-0.4113
O	5.5885	2.5917	22.5649	0.1435	-0.0236	0.471
O	6.6204	4.0163	26.3547	0.3535	0.1344	0.3107
O	10.8782	10.7482	21.8702	-0.257	0.418	0.3427
O	15.4617	11.7558	26.9556	-0.0313	0.0114	-0.0817
O	4.3478	14.1973	28.2366	-0.0673	-0.3064	-0.3937
O	6.7432	9.5012	20.9232	-0.0698	-0.1278	0.5044
O	17.9502	6.6151	27.9839	0.2224	-0.2828	-0.2245
O	6.6521	7.3307	28.0476	-0.0646	-0.1548	-0.3263
O	4.4659	7.9065	23.5259	0.5532	-0.0612	-0.0087
O	9.5997	1.1661	20.8051	-0.163	-0.1269	0.2618
O	9.1767	15.233	28.1961	-0.0389	-0.3829	-0.2824
O	4.89	7.8767	26.1036	0.0975	-0.5586	-0.2083
O	11.026	2.8088	26.1337	-0.0552	0.3186	-0.2001
O	3.0911	5.7148	23.092	-0.2261	-0.2567	-0.4009
O	11.089	13.6655	29.027	-0.2126	-0.0174	-0.2591
O	5.6672	2.6354	29.0165	-0.0218	-0.1349	-0.1937
O	16.134	5.3446	26.5178	-0.0982	0.0384	-0.2076
O	16.5831	13.9027	26.0201	0.1202	0.2475	-0.6005
O	13.6753	16.1653	21.4612	-0.0541	0.0783	-0.6981
O	12.2836	4.0805	20.8843	0.1089	-0.0403	0.2761
O	6.7991	11.9593	25.1448	0.4922	-0.1408	-0.2729
O	13.8979	4.2307	25.7794	-0.225	-0.1829	0.0355
O	7.0791	4.435	23.774	-0.1783	0.5964	0.1356
O	6.9307	14.2	23.7438	0.1496	-0.1672	0.1307
O	6.2921	4.8085	21.3358	0.481	0.0746	0.1735
O	4.6184	8.9784	28.4031	-0.0578	-0.0362	-0.311
O	16.2465	0.1597	26.6297	0.1379	0.0131	-0.0741
O	13.1651	12.2207	28.301	0.1425	0.2063	-0.2398
O	6.2152	15.6306	21.6609	-0.2437	-0.2849	0.3061
O	10.0407	9.1713	27.9931	-0.244	-0.0718	-0.5507
O	13.7463	0.1632	29.1075	-0.0098	-0.0559	-0.2441
O	16.3195	8.2917	29.0602	0.1723	0.1922	-0.5358
O	4.8703	11.1246	21.8889	-0.0402	-0.2664	0.4136
O	11.9124	7.3721	28.3114	0.3452	0.1203	-0.2857
O	10.2675	3.9726	28.2897	0.0924	0.3108	-0.2288
O	15.1869	11.9341	20.8201	0.1028	0.1001	0.4166
O	12.9291	9.4414	21.1707	0.2729	0.5118	-0.0016
O	9.7271	1.4378	27.9659	-0.0574	-0.068	0.4904
O	12.4337	9.9112	23.7851	-0.0583	0.4078	0.2639
O	4.4772	5.059	25.2751	0.5807	0.6278	-0.1394
O	14.2012	2.3713	21.6721	-0.0212	0.1155	0.4424
O	13.7449	5.4538	23.4495	-0.1063	-0.0044	0.0316
O	13.1506	10.9075	26.1088	-0.2102	0.6002	-0.3685
O	15.2513	14.5996	28.1442	-0.205	-0.4647	-0.1032
O	16.5987	7.8701	26.0622	0.0135	0.4271	0.436
O	10.3724	5.7465	21.672	-0.4286	-0.2754	0.3959
O	3.0497	2.8991	21.7896	-0.2614	0.4108	0.3572
O	14.3526	8.8082	25.1517	-0.0812	-0.1391	0.0935
O	4.3933	4.4684	27.8501	-0.1638	0.5969	-0.2861
O	8.0634	2.9597	21.8191	0.3802	-0.2251	0.6111
O	2.4776	3.5846	24.5458	-0.6689	-0.0043	-0.3158
O	3.684	1.3187	23.7755	-0.1675	-0.4794	0.3145
O	11.6183	5.4664	25.0312	0.0213	0.3569	0.1284
O	4.5085	6.7246	21.1321	-0.0547	0.4321	-0.2866
O	12.3362	3.1791	23.9567	0.2355	0.0317	-0.3993
O	4.6358	12.8777	23.8484	-0.364	0.2954	0.2215
O	3.1399	13.0783	21.6938	-0.157	-0.1632	0.1204
O	8.4199	14.3645	21.6573	0.2374	-0.0395	0.4034
O	8.3236	5.5511	29.0315	0.1353	0.0006	-0.3345
O	2.8584	16.292	28.9766	0.0177	0.091	-0.5341
O	8.0299	2.3285	24.9075	-0.228	0.0846	0.0577
O	9.5323	12.3666	20.5572	0.1504	0.0786	0.0846
O	12.1879	2.1259	28.3679	0.3267	-0.0449	-0.1253
O	8.1266	0.1464	23.3296	0.1022	0.1643	-0.3478
O	8.757	0.0805	25.8996	-0.087	-0.5743	-0.087
O	14.2473	15.1552	25.7197	-0.4009	-0.2144	-0.0306
O	12.5811	0.8838	25.3597	-0.0257	0.1915	0.5121
O	16.1697	0.5506	21.65	0.3146	0.3048	0.4878
O	16.7041	9.6925	24.1564	-0.1888	0.0776	-0.5565
O	5.0645	10.1297	24.7944	-0.1364	0.2165	-0.575
O	9.0445	4.7119	25.5293	-0.0192	0.0115	0.2165
O	8.5448	7.7005	21.7169	-0.0377	-0.1292	0.2882
O	4.4	2.5545	26.0169	0.2141	-0.6183	0.18
O	16.1182	2.7305	26.0376	0.026	-0.1389	-0.7041
O	14.317	9.8601	28.2861	-0.4014	-0.4634	-0.0465
O	17.62	4.1405	20.5011	0.073	-0.1017	0.3169
O	2.7184	9.1798	25.1373	-0.3571	-0.4405	0.2066
O	18.3623	1.3213	25.7741	0.1984	-0.3831	-0.1486
O	10.3285	1.3429	24.0854	0.1385	-0.2493	-0.6153
O	15.8876	5.3834	21.8481	0.2043	-0.0409	0.3385
O	15.0167	3.6471	28.1532	0.087	-0.6057	-0.115
O	2.8799	10.8807	29.098	0.1346	-0.1223	-0.2283
O	14.1863	7.2504	21.5333	-0.1889	0.0918	-0.0331
O	11.2225	15.4165	21.4264	-0.1983	-0.1063	0.3293
O	11.0614	8.1426	22.4025	0.2208	-0.2762	0.1774
O	5.6455	14.1152	26.0061	0.1276	0.5601	-0.0021
O	6.7169	13.0314	28.265	0.3914	0.3629	-0.1717
O	17.2875	9.8636	20.8218	0.0649	-0.0113	0.4418
O	17.4717	1.8771	28.17	-0.2418	0.3521	-0.0552
O	4.8974	11.8066	26.9178	-0.3432	-0.4265	0.1041
O	9.5291	6.715	23.9594	-0.241	-0.0231	0.2542
O	10.0057	6.9221	26.5452	-0.5597	-0.0409	0.1942
O	17.7807	11.5281	25.693	0.4722	0.1899	-0.0471
O	7.2699	0.757	28.084	-0.3785	-0.2564	-0.472
O	18.3993	6.0722	25.4536	0.002	0.406	-0.2195
O	17.7886	14.9345	20.88	-0.0478	-0.0643	0.2573
O	15.7444	7.2338	23.6556	0.1979	-0.1512	-0.1126
O	12.6383	15.1956	23.6687	-0.265	-0.4484	0.2218
O	13.2477	13.6039	21.6786	-0.2082	-0.3645	0.4219
O	17.6402	12.6751	28.0788	0.0672	0.2501	-0.1574
O	6.5926	9.7437	26.853	0.6944	0.167	-0.1435
O	4.2302	0.7811	21.1784	-0.4252	-0.0022	-0.0731
O	2.4293	8.0425	21.9183	-0.2393	0.0464	0.5237
O	8.3643	11.0133	28.9606	-0.2086	0.1462	-0.4066
O	11.8296	8.6734	26.0338	-0.1237	-0.2352	-0.3324
O	2.619	11.1393	23.3796	-0.2741	-0.1986	-0.0321

Results
total energy: -82021.285 eV
total energy less fixed offsets of O -438.35, Si -107.03 eV per atom: -1.765 eV
